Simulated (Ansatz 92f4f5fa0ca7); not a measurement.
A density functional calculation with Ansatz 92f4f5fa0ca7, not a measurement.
Periodic cell of 224 atoms, Si133O90H1, from a study of silicon, its oxide and their interface. The atomic structure is a simulated model.
Doubt: the cutoff is far below the 930 eV that the study's wrapper takes by default for these files, so forces and energies are approximate.
This geometry differs little from another in the collection (a relaxation step or a small displacement).

Settings: functional PBE; potential files Ansatz PAW; basis plane waves; wave-function cutoff 580 eV; density cutoff ratio 5; exchange-correlation grid ratio 1; k mesh 1 x 1 x 1, Gamma-centred; self-consistency stop 5e-08 eV per atom in the density residual; occupations fixed; spin none; net charge -1 e, with a uniform compensating background and no finite-size correction.

Cell vectors (angstrom)
a, 10.938, 0, 0
b, 0, 10.938, 0
c, 0, 0, 33.2736

Atoms and the computed forces on them: element, x, y, z (angstrom), force x, y, z (eV/angstrom)
Si, 0.4612, -0.3628, 25.8967, -0.0274, 0.0297, 0.0279
Si, 5.3351, 0.3218, 25.7622, 0.0039, 0.0044, -0.0465
Si, 2.9488, 2.4138, 25.7417, -0.0168, 0.0148, 0.0036
Si, 7.9698, 3.0142, 26.0304, 0.0064, -0.0086, -0.0431
Si, -0.2731, 5.626, 25.7197, -0.0078, -0.0034, -0.0473
Si, 5.8722, 5.3115, 25.8323, -0.0109, 0.0097, -0.003
Si, 2.6492, 8.2929, 25.642, -0.0015, 0.0062, -0.0447
Si, 8.5725, 8.0172, 25.7553, -0.0114, 0.02, 0.0112
Si, 1.5063, 1.2822, 27.2116, -0.0033, -0.0032, -0.0169
Si, 6.793, 1.4098, 27.2439, 0.016, -0.0147, 0.009
Si, 4.1235, 4.1178, 26.9779, -0.0027, 0.0013, -0.0137
Si, 9.6032, 4.1509, 27.226, 0.0127, -0.0106, 0.0116
Si, 1.3955, 6.7851, 26.9999, 0.0143, -0.0219, 0.0082
Si, 6.9851, 6.8715, 27.1541, -0.0014, 0.0036, -0.0149
Si, 4.192, 9.5356, 26.9882, 0.0188, -0.0118, 0.01
Si, 9.6954, 9.5294, 27.154, 0.0029, -0.0001, -0.02
Si, 2.8452, -0.0995, 28.5156, -0.0072, 0.0138, -0.0023
Si, 8.2352, -0.0235, 28.4728, 0.0016, -0.0039, -0.0032
Si, 0.0477, 2.6915, 28.4836, 0.0027, -0.0035, -0.0034
Si, 5.4094, 2.7871, 28.5156, -0.0117, 0.0046, -0.0004
Si, 2.7495, 5.4426, 28.417, 0.0035, -0.0042, 0.0006
Si, 8.2351, 5.4796, 28.5684, -0.0013, 0.0096, -0.0029
Si, 0.0692, 8.1316, 28.4961, -0.017, 0.0112, 0
Si, 5.5088, 8.1943, 28.4477, 0.0009, -0.0053, 0
Si, 4.1018, 1.3673, 29.8554, 0.0609, -0.0641, 0.2798
Si, 9.5708, 1.3673, 29.8554, 0.0629, -0.0697, -0.0973
Si, 1.3673, 4.1018, 29.8554, 0.2002, -0.0322, -0.2208
Si, 6.8362, 4.1018, 29.8554, -0.1911, 0.0893, 0.2592
Si, 4.1018, 6.8362, 29.8554, 0.012, -0.053, -0.4906
Si, 9.5708, 6.8362, 29.8554, 0.3846, 0.1119, 0.5301
Si, 1.3673, 9.5708, 29.8554, 0.265, -0.3247, 0.0891
Si, 6.8362, 9.5708, 29.8554, 0.0857, -0.0331, -0.1417
Si, 0, 0, 31.2226, -0.0028, 0.0287, -0.0373
Si, 5.469, 0, 31.2226, 0.0619, 0.1818, -0.0044
Si, 2.7345, 2.7345, 31.2226, -0.0567, -0.0755, -0.0077
Si, 8.2035, 2.7345, 31.2226, -0.0578, 0.0149, -0.0239
Si, 0, 5.469, 31.2226, -0.0722, 0.0931, 0.0064
Si, 5.469, 5.469, 31.2226, 0.0682, -0.0131, 0.0039
Si, 2.7345, 8.2035, 31.2226, -0.0915, 0.0711, 0.0206
Si, 8.2035, 8.2035, 31.2226, 0.0674, 0.0417, -0.0083
Si, 1.3673, 1.3673, 32.5899, -0.0048, 0.0307, -0.0024
Si, 6.8362, 1.3673, 32.5899, 0.0344, -0.0842, -0.0064
Si, 4.1018, 4.1018, 32.5899, 0.0078, -0.0022, -0.0193
Si, 9.5708, 4.1018, 32.5899, 0.0661, -0.0249, -0.0349
Si, 1.3673, 6.8362, 32.5899, 0.0653, -0.086, -0.0129
Si, 6.8362, 6.8362, 32.5899, -0.0189, 0.0149, -0.0065
Si, 4.1018, 9.5708, 32.5899, 0.0443, -0.0601, -0.0377
Si, 9.5708, 9.5708, 32.5899, -0.0284, -0.0136, -0.0127
Si, 2.7345, 0, 0.6835, -0.0166, 0.01, 0.0068
Si, 8.2035, 0, 0.6835, 0.0063, 0.0756, 0.0495
Si, 0, 2.7345, 0.6835, -0.0991, 0.0249, 0.0124
Si, 5.469, 2.7345, 0.6835, 0.0153, 0.0134, 0.0142
Si, 2.7345, 5.469, 0.6835, -0.0359, 0.0282, 0.0403
Si, 8.2035, 5.469, 0.6835, -0.0035, -0.0144, 0.0084
Si, 0, 8.2035, 0.6835, -0.0066, 0.0027, 0.0082
Si, 5.469, 8.2035, 0.6835, -0.0298, 0.0841, 0.0069
Si, 4.1018, 1.3673, 2.0507, -0.0138, -0.0284, 0.0438
Si, 9.5708, 1.3673, 2.0507, 0.0929, -0.0182, -0.0125
Si, 1.3673, 4.1018, 2.0507, -0.0389, -0.1201, -0.0143
Si, 6.8362, 4.1018, 2.0507, 0.0146, 0.0074, 0.0428
Si, 4.1018, 6.8362, 2.0507, 0.0883, -0.0317, -0.0155
Si, 9.5708, 6.8362, 2.0507, -0.0127, 0.007, 0.036
Si, 1.3673, 9.5708, 2.0507, 0.0012, 0.0197, 0.0437
Si, 6.8362, 9.5708, 2.0507, -0.0552, -0.1598, -0.0229
Si, 0, 0, 3.418, 0.0345, 0.3523, -0.3231
Si, 5.469, 0, 3.418, -0.2303, -0.1611, 0.182
Si, 2.7345, 2.7345, 3.418, -0.2933, 0.0022, 0.0241
Si, 8.2035, 2.7345, 3.418, 0.0409, 0.0845, 0.1608
Si, 0, 5.469, 3.418, 0.0313, -0.0422, 0.1987
Si, 5.469, 5.469, 3.418, -0.0688, 0.2603, -0.1703
Si, 2.7345, 8.2035, 3.418, 0.0712, 0.0422, 0.2812
Si, 8.2035, 8.2035, 3.418, -0.3744, -0.1267, -0.2846
Si, 1.3346, 1.3727, 4.8126, 0.0086, -0.0131, 0.0026
Si, 6.7914, 1.3915, 4.7729, 0.0012, 0.0024, -0.0031
Si, 4.0376, 4.1728, 4.7488, 0.002, -0.0061, -0.0078
Si, 9.5581, 4.1192, 4.8191, -0.0012, 0.0001, 0.0027
Si, 1.3575, 6.8477, 4.8074, 0.0016, -0.0016, -0.0041
Si, 6.8036, 6.8499, 4.8004, 0.0101, -0.0045, -0.0001
Si, 4.0749, 9.5773, 4.8555, -0.0001, 0.0001, 0.0007
Si, 9.5058, 9.6302, 4.6933, 0.008, -0.0011, -0.0007
Si, 2.6248, -0.0481, 6.2407, -0.0031, 0.0057, 0.0084
Si, 8.1516, 0.0058, 6.1059, -0.0095, 0.0071, -0.0082
Si, -0.0307, 2.7567, 6.22, -0.0143, 0.0095, -0.0122
Si, 5.3392, 2.7391, 6.0525, 0.0025, -0.0086, 0.0137
Si, 2.7309, 5.5122, 6.2396, -0.0103, 0.0136, -0.005
Si, 8.1277, 5.4394, 6.1796, 0.0034, 0.0043, 0.0099
Si, -0.1258, 8.238, 6.0084, -0.0062, 0.0008, 0.0133
Si, 5.4504, 8.2028, 6.2495, -0.0111, 0.0077, -0.0096
Si, 3.7794, 1.6289, 7.4257, 0.0113, -0.0278, -0.0166
Si, 9.6804, 1.1443, 7.4614, 0.0054, -0.0027, 0.0211
Si, 1.5908, 3.902, 7.5366, -0.0019, -0.002, 0.0295
Si, 6.5124, 4.2147, 7.4274, 0.0197, -0.0091, -0.0091
Si, 4.3807, 6.5713, 7.6232, -0.0006, 0.0108, 0.0215
Si, 9.2631, 7.1324, 7.368, 0.005, -0.0201, -0.022
Si, 0.8905, 9.7531, 7.4632, 0.0164, -0.0067, -0.0169
Si, 7.0686, 9.3934, 7.5142, 0.0009, -0.0015, 0.0217
O, 9.6015, 6.8143, 25.2345, 0.0064, -0.0072, 0.0035
O, 4.1383, 1.3581, 25.2361, 0.0089, -0.0075, 0.0071
O, 8.1857, 8.2482, 7.9724, -0.0053, 0.007, 0.0004
O, 2.7001, 2.7558, 7.9962, -0.0031, 0.0115, -0.0058
O, 6.9139, 4.1061, 25.3601, -0.0003, -0.0008, 0.0098
O, 1.5192, 9.458, 25.2582, 0.0096, -0.0116, -0.0022
O, 5.4841, 5.3902, 7.9388, -0.0085, 0.0021, -0.0052
O, -0.1228, 0.0377, 7.9011, -0.0096, 0.0096, 0.0023
O, 6.9644, 3.3857, 8.7775, -0.0045, 0.0019, 0.0048
O, 6.5418, 10.1552, 8.8876, 0.0027, -0.0024, -0.0071
O, 10.1473, 6.5603, 8.6218, 0.0012, 0.0016, 0.0079
O, 1.1037, 8.8836, 8.8374, -0.0012, -0.0023, 0.0051
O, 4.6008, 1.0469, 8.7109, -0.0007, 0.004, 0.0074
O, 1.026, 4.6214, 8.921, 0.0072, -0.0052, -0.0097
O, 8.9254, 1.5812, 8.8632, 0.0031, -0.0058, -0.0088
O, 3.9588, 7.039, 9.1426, 0.0039, -0.0075, -0.0074
O, 8.0419, 8.8623, 24.4445, -0.0001, -0.0029, -0.0134
O, 8.7575, 2.2481, 24.8384, -0.003, 0.0027, 0.0033
O, 5.5416, 6.2672, 24.5294, -0.0014, -0.0007, -0.0088
O, 1.9883, 2.8262, 24.4682, 0.0022, 0.0001, -0.0098
O, 10.7727, 0.4003, 24.6084, -0.0012, 0.0009, -0.0212
O, 0.1871, 4.775, 24.3834, -0.0033, 0.0084, 0.0109
O, 6.9875, 11.8563, 20.7175, -0.0095, -0.0264, 0.0031
O, 6.2484, 10.8036, 24.4733, -0.0133, 0.0049, 0.0115
Si, 9.689, 1.3505, 23.8726, 0.0039, -0.0069, 0.0094
Si, 4.8582, 6.2766, 20.5312, 0.0081, -0.0082, -0.0094
Si, 1.0383, 8.9341, 10.4745, -0.0077, 0.003, -0.0028
Si, 17.3543, 5.2298, 15.9635, 0.0095, -0.0087, 0.0192
Si, 7.0425, 2.0996, 19.5629, 0.0449, 0.0234, 0.0133
Si, 19.2574, 14.3208, 12.6366, 0.0008, -0.0006, 0.0027
Si, 10.9523, 5.1189, 16.9118, -0.0476, -0.0366, 0.035
Si, 9.0752, -0.6889, 16.4331, -0.0005, 0.001, -0.0271
Si, 15.3297, 10.3909, 19.0335, -0.0027, 0, -0.0056
Si, 12.227, 3.0599, 18.5002, -0.0499, 0.0428, 0.0056
Si, 8.3449, 2.9538, 9.5342, -0.0012, 0.0059, 0.0009
Si, 3.0684, 7.7771, 18.5416, -0.001, -0.0062, 0.0174
Si, 11.2993, 1.1717, 16.3296, -0.0072, 0.0096, 0.0091
Si, 0.3867, 13.7063, 13.5571, 0.0002, 0.001, 0.0015
Si, 4.0034, 2.342, 20.0611, -0.0054, 0.0187, -0.0108
Si, 6.1166, 2.4216, 14.4865, -0.0026, 0.0049, 0.0111
Si, 7.5283, 5.6575, 18.937, 0.1841, -0.1496, 0.0074
Si, 5.2016, 10.7758, 9.6101, -0.0053, 0.0048, -0.0027
Si, 15.2385, 6.5256, 23.4926, 0.0126, -0.0094, -0.0066
Si, 17.8401, 10.225, 20.6752, -0.0143, 0.0256, 0.0089
Si, 3.1548, 4.2427, 21.957, 0.0059, -0.0104, -0.0217
Si, 11.3991, 9.6283, 14.8758, 0.005, -0.0216, -0.0075
Si, 6.4121, 11.4516, 16.9693, 0.0078, 0.0038, 0.008
Si, 5.2706, 8.2992, 13.1565, -0.0008, -0.001, 0.0025
Si, 10.5351, 5.2216, 9.4575, -0.0092, 0.0028, -0.0021
Si, 3.7642, 6.9194, 15.5181, 0.0049, -0.0103, -0.0012
Si, 7.4731, 10.1496, 23.5953, 0.0083, -0.0076, 0.0031
Si, -2.0743, 8.4972, 18.9628, 0.0165, -0.072, -0.0044
Si, -0.3873, 6.8237, 12.09, 0.0037, 0.0035, 0.005
Si, 1.57, 11.0611, 12.3608, -0.0038, -0.002, 0.0009
Si, 11.1075, 6.7774, 19.1646, 0.0001, -0.0417, 0.0536
Si, 3.8339, 8.1202, 10.361, -0.0015, 0.0057, 0.0009
Si, 0.8237, 3.5222, 23.5222, 0.0065, -0.0076, 0.0048
Si, 9.5238, 4.1598, 19.1715, -0.2965, 0.2315, -0.0075
Si, 4.8126, 11.295, 12.5825, -0.0045, 0.0026, -0.0002
Si, 7.7995, 6.2918, 13.5284, 0.0019, 0.0005, 0.0088
Si, 1.3095, 5.4585, 14.2035, -0.0024, 0.0025, 0.007
O, 10.2215, 8.0246, 19.7442, -0.0287, 0.0065, -0.0474
O, 5.085, 1.7647, 13.3713, 0.0018, -0.0018, -0.0016
O, 10.8587, 3.044, 19.382, 0.0771, -0.0213, -0.0325
O, 7.1809, 12.3142, 18.1021, -0.0072, -0.0122, -0.0104
O, 4.1621, 7.9823, 14.3198, -0.0001, 0.0023, -0.0038
O, 3.8396, 0.7361, 19.8626, 0.0021, -0.0009, -0.0062
O, 2.3306, 8.0688, 10.959, 0.0048, -0.0029, 0.0011
O, -1.2699, 4.2655, 17.4492, 0.0975, 0.0257, -0.0723
O, 7.6701, 4.8957, 12.643, -0.0013, -0.0004, -0.0031
O, 9.4005, -1.7743, 17.5782, -0.006, -0.0435, 0.0519
O, 5.8721, 14.8515, 15.1066, -0.0021, -0.0138, -0.0109
O, 5.4752, 9.9349, 13.2366, 0.0008, -0.0008, -0.0022
O, 10.7052, 8.1931, 11.1868, 0.0011, -0.0014, -0.0006
O, 17.7365, 5.0437, 17.5253, -0.0137, -0.0454, -0.0619
O, 1.145, 10.7537, 15.8439, -0.0046, 0.0003, -0.0049
O, 5.9558, 12.3713, 15.7374, -0.0065, 0.0132, -0.0212
O, 1.7597, 7.1767, 19.3091, -0.0176, -0.0094, -0.0107
O, 19.2852, 3.0297, 19.7823, -0.0644, -0.0713, -0.0039
O, 7.8229, 18.2233, 18.6463, 0.1258, 0.1654, 0.0053
O, 12.2164, 1.7469, 17.5157, -0.0247, -0.0088, -0.0192
O, 3.1944, 11.109, 12.4741, 0.003, 0.0014, -0.002
O, 3.2784, 7.594, 24.2597, -0.0051, 0.0048, 0.011
O, 19.1236, 9.6512, 19.8831, 0.0211, -0.0194, -0.0209
O, 9.4146, 4.105, 9.145, 0.0006, -0.0014, -0.0016
O, 11.8608, 9.9481, 13.3519, 0.0018, 0.0045, 0.0023
O, 3.8091, 2.766, 21.6601, -0.0095, 0.0215, -0.0144
O, 4.8297, 7.0437, 22.0313, -0.0083, -0.0017, 0.009
O, 1.1527, 10.5134, 10.8721, -0.0001, -0.0002, -0.0016
O, 5.1566, 6.2458, 15.9464, -0.0053, 0.0025, -0.0019
O, 18.3941, 10.3711, 16.3268, -0.0148, -0.0101, -0.0065
O, -2.8305, 2.7788, 11.1207, -0.0002, 0.0004, -0.0025
O, 6.6467, 7.4316, 13.3018, -0.0018, 0.0024, -0.0047
O, 5.5244, 2.7926, 19.6047, -0.0243, -0.0101, 0.0007
O, 11.0409, 5.2815, 15.2954, 0.0121, 0.0048, -0.0154
O, 16.0064, 10.7627, 17.5853, -0.0172, -0.0066, 0.0123
O, 9.7814, 11.6886, 16.7899, 0.0313, 0.0341, -0.0087
O, 0.2214, 2.2061, 15.0689, 0.0036, -0.0144, 0.0192
O, 3.636, 5.0289, 23.3311, 0.0011, 0.0061, -0.0126
O, 14.0381, -3.4112, 16.9066, -0.0011, 0.0012, -0.0058
O, 11.9302, 8.1466, 15.2487, 0.2391, -0.0021, 0.3239
O, 5.492, 11.3935, 11.0807, 0.0007, -0.0006, -0.0026
O, 4.0942, -1.3538, 9.6768, 0.0011, -0.0037, 0.0014
O, 8.6435, 11.2374, 23.189, -0.0019, -0.0004, -0.0083
O, 4.8119, 7.871, 11.627, 0.0012, 0.0002, -0.003
O, 10.607, 2.4411, 23.0616, 0.0008, 0.0033, -0.0114
O, 3.6546, 5.1683, 20.7149, -0.0132, -0.0326, 0.023
O, 7.6921, 5.8619, 15.1065, -0.0009, 0.0024, -0.0123
O, -0.4327, 5.5668, 11.0298, -0.0008, -0.0024, -0.0023
O, 9.7571, 9.7407, 15.0192, 0.0002, 0.0053, -0.0026
O, 0.9237, 12.5314, 12.559, -0.0012, 0.0022, -0.0037
O, 6.8694, 9.6266, 22.1967, 0.0015, 0, 0.0001
O, 1.4763, 3.9794, 13.5042, -0.0006, -0.0021, -0.0027
O, 4.3911, 7.1694, 19.2598, -0.021, 0.0087, -0.0103
O, 2.7353, 5.8377, 14.872, 0.0004, 0.0006, -0.0025
O, 9.9024, 14.28, 12.9903, -0.0005, 0.0001, -0.0033
O, 3.137, 9.3953, 18.7712, 0.006, -0.0047, -0.0031
O, 9.2099, 6.9454, 13.0127, -0.0045, -0.0019, -0.0027
O, 17.2669, 5.7067, 20.1505, -0.0494, -0.0331, 0.0875
O, 0.887, 6.5265, 13.043, 0, -0.0034, -0.0053
O, 10.9017, 6.6453, 17.5267, 0.0094, -0.0105, -0.0192
O, 16.475, 9.6949, 19.9666, -0.0136, 0.0009, -0.0109
O, 1.5371, 4.0774, 22.17, 0.0099, 0.0016, -0.012
O, 10.5485, 5.4193, 19.8592, 0.0622, 0.0879, -0.0356
O, 23.2454, 4.3869, 17.5076, -0.0112, -0.0293, 0.0235
O, 13.6797, 3.0122, 19.2647, 0.0132, -0.0086, 0.0276
O, 7.5691, 2.4291, 13.7251, -0.0006, -0.0002, -0.004
H, 12.1586, 7.9925, 16.1908, -0.2672, 0.001, -0.3154

Results
free energy: -135745.141 eV
free energy less fixed offsets of H -15.97, O -568.88, Si -635.61 eV per atom: 6.159 eV

The program warned: the cutoff lies below the one the program advises for these potential files; the forces do not sum to zero within the program's tolerance; the exchange-correlation potential is rough where the density is thin.
